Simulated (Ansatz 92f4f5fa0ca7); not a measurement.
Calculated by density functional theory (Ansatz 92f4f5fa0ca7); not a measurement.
Periodic cell of 363 atoms, Si241O122, from a study of silicon, its oxide and their interface. The atomic structure is a simulated model.
Doubt: the cutoff is far below the 930 eV that the study's wrapper takes by default for these files, so forces and energies are approximate.
This geometry differs little from another in the collection (a relaxation step or a small displacement).

Settings
functional: PBE
potential files: Ansatz PAW
basis: plane waves
wave-function cutoff: 580 eV
density cutoff ratio: 5
exchange-correlation grid ratio: 1
k mesh: 1 x 1 x 1, Gamma-centred
self-consistency stop: 5e-08 eV per atom in the density residual
occupations: fixed
spin: none
net charge: 0

Cell vectors (angstrom)
a	11.6015	0	0
b	0	13.3963	0
c	0	0	40.9897

Atoms: element, x, y, z (angstrom)
Si	0	2.2327	1.1851
Si	3.8672	2.2327	1.1851
Si	7.7343	2.2327	1.1851
Si	1.9336	5.5818	1.1851
Si	5.8008	5.5818	1.1851
Si	9.6679	5.5818	1.1851
Si	0	8.9308	1.1851
Si	3.8672	8.9308	1.1851
Si	7.7343	8.9308	1.1851
Si	1.9336	12.2799	1.1851
Si	5.8008	12.2799	1.1851
Si	9.6679	12.2799	1.1851
Si	1.9336	1.1164	1.9745
Si	5.8008	1.1164	1.9745
Si	9.6679	1.1164	1.9745
Si	0	4.4654	1.9745
Si	3.8672	4.4654	1.9745
Si	7.7343	4.4654	1.9745
Si	1.9336	7.8145	1.9745
Si	5.8008	7.8145	1.9745
Si	9.6679	7.8145	1.9745
Si	0	11.1635	1.9745
Si	3.8672	11.1635	1.9745
Si	7.7343	11.1635	1.9745
Si	1.9336	1.1164	4.3426
Si	5.8008	1.1164	4.3426
Si	9.6679	1.1164	4.3426
Si	0	4.4654	4.3426
Si	3.8672	4.4654	4.3426
Si	7.7343	4.4654	4.3426
Si	1.9336	7.8145	4.3426
Si	5.8008	7.8145	4.3426
Si	9.6679	7.8145	4.3426
Si	0	11.1635	4.3426
Si	3.8672	11.1635	4.3426
Si	7.7343	11.1635	4.3426
Si	0	0	36.6492
Si	3.8672	0	36.6492
Si	7.7343	0	36.6492
Si	1.9336	3.3491	36.6492
Si	5.8008	3.3491	36.6492
Si	9.6679	3.3491	36.6492
Si	0	6.6981	36.6492
Si	3.8672	6.6981	36.6492
Si	7.7343	6.6981	36.6492
Si	1.9336	10.0472	36.6492
Si	5.8008	10.0472	36.6492
Si	9.6679	10.0472	36.6492
Si	0	0	39.0173
Si	3.8672	0	39.0173
Si	7.7343	0	39.0173
Si	1.9336	3.3491	39.0173
Si	5.8008	3.3491	39.0173
Si	9.6679	3.3491	39.0173
Si	0	6.6981	39.0173
Si	3.8672	6.6981	39.0173
Si	7.7343	6.6981	39.0173
Si	1.9336	10.0472	39.0173
Si	5.8008	10.0472	39.0173
Si	9.6679	10.0472	39.0173
Si	0	2.2327	39.8067
Si	3.8672	2.2327	39.8067
Si	7.7343	2.2327	39.8067
Si	1.9336	5.5818	39.8067
Si	5.8008	5.5818	39.8067
Si	9.6679	5.5818	39.8067
Si	0	8.9308	39.8067
Si	3.8672	8.9308	39.8067
Si	7.7343	8.9308	39.8067
Si	1.9336	12.2799	39.8067
Si	5.8008	12.2799	39.8067
Si	9.6679	12.2799	39.8067
Si	0.0289	-0.0358	28.8772
Si	4.4958	-0.5139	30.4579
Si	7.6407	0.3477	28.8081
Si	1.5307	3.2585	29.4404
Si	5.8824	5.4542	30.4335
Si	9.5825	3.361	29.7103
Si	0.1938	6.7134	29.6999
Si	4.0412	6.4019	29.3954
Si	9.8114	5.576	30.3708
Si	1.9639	9.8109	29.608
Si	6.139	9.3701	28.837
Si	9.8105	9.5055	29.8308
Si	-0.2136	2.3668	30.6862
Si	4.1231	1.8586	30.4232
Si	7.624	2.2164	30.2605
Si	2.06	5.414	30.2467
Si	5.7264	3.3335	29.5228
Si	7.8432	6.3693	29.4801
Si	0.1955	8.7685	30.8055
Si	4.0308	8.6959	29.9304
Si	7.7643	8.5736	30.3057
Si	2.2803	12.0564	30.3122
Si	5.1539	12.2881	28.3108
Si	9.5201	11.7616	30.2077
Si	-0.0031	2.2565	32.9579
Si	3.8839	2.2157	32.7473
Si	7.6859	2.1541	32.6559
Si	1.9706	5.5322	32.6523
Si	5.8362	5.5469	32.7693
Si	9.6889	5.5462	32.7324
Si	0.0375	8.8798	33.0552
Si	3.9198	8.8738	32.4698
Si	7.7128	8.8642	32.6617
Si	1.8145	12.2374	32.6422
Si	5.6119	12.3112	32.5576
Si	9.636	12.2428	32.5704
Si	1.951	1.0618	33.5081
Si	5.7776	1.0699	33.5308
Si	9.6312	1.057	33.4803
Si	0.0297	4.5075	33.5697
Si	3.8795	4.442	33.5091
Si	7.758	4.3917	33.4868
Si	2.0404	7.7559	33.4917
Si	5.7877	7.7984	33.4804
Si	9.6322	7.7693	33.5543
Si	-0.0835	11.1725	33.5418
Si	3.7785	11.0999	33.4173
Si	7.6389	11.1678	33.3109
Si	1.94	1.1046	35.8669
Si	5.8054	1.1084	35.8835
Si	9.6528	1.1027	35.8532
Si	0.0066	4.482	35.9077
Si	3.866	4.4657	35.8699
Si	7.7411	4.4541	35.857
Si	1.9664	7.8012	35.8615
Si	5.7923	7.8183	35.8563
Si	9.6556	7.8072	35.8966
Si	-0.0076	11.1761	35.8887
Si	3.857	11.1417	35.8196
Si	7.7125	11.1679	35.7655
Si	0.0099	0.0048	5.1739
Si	3.8722	0.0004	5.1674
Si	7.7456	-0.0008	5.1542
Si	1.9301	3.3431	5.1054
Si	5.798	3.3589	5.072
Si	9.6506	3.3504	5.1435
Si	-0.0078	6.71	5.1119
Si	3.8753	6.7026	5.1001
Si	7.7352	6.704	5.11
Si	1.9319	10.0575	5.1645
Si	5.8056	10.0508	5.1335
Si	9.6803	10.0483	5.1516
Si	0.0581	0.0488	7.5772
Si	3.9201	0.0235	7.5624
Si	7.7884	-0.0052	7.5417
Si	1.8832	3.3603	7.4533
Si	5.7712	3.3759	7.3999
Si	9.5848	3.3857	7.518
Si	-0.0101	6.7569	7.4655
Si	3.9071	6.7364	7.4456
Si	7.7445	6.7435	7.4621
Si	1.9632	10.104	7.5597
Si	5.848	10.0816	7.5029
Si	9.7407	10.0682	7.5366
Si	-0.0714	2.3235	8.2907
Si	3.8435	2.3005	8.2398
Si	7.6355	2.2319	8.2872
Si	1.9382	5.622	8.09
Si	5.831	5.6001	8.2349
Si	9.6588	5.6391	8.261
Si	0.0639	8.9442	8.3987
Si	3.9129	8.9603	8.2609
Si	7.7906	8.9648	8.2807
Si	2.0025	12.3365	8.4356
Si	5.8725	12.2926	8.3559
Si	9.7531	12.2922	8.3562
Si	-0.1623	2.5791	10.6534
Si	4.3683	2.6405	10.5121
Si	6.7889	2.5829	10.4721
Si	1.9034	5.6304	10.3873
Si	5.8389	5.7464	10.5931
Si	9.5964	5.6479	10.6202
Si	0.1334	8.8325	10.8252
Si	3.9355	8.8532	10.6103
Si	7.8575	8.9099	10.6445
Si	2.1653	12.2006	10.8449
Si	5.9979	11.9891	10.7229
Si	9.9424	12.072	10.7206
Si	2.2504	0.8821	11.9692
Si	6.7085	1.1239	12.2428
Si	9.718	0.5512	12.0389
Si	-0.0095	4.7669	11.3798
Si	3.8404	4.7623	11.2891
Si	7.6728	4.5213	11.4069
Si	2.1054	7.6787	11.4279
Si	5.9055	7.8851	11.3745
Si	9.7134	7.8151	11.5507
Si	0.2845	11.035	11.6169
Si	4.0514	10.9757	11.4773
Si	8.0042	11.0377	11.5206
O	10.5827	0.3876	13.418
O	11.6561	5.1305	12.9905
O	1.9579	1.0577	13.5849
O	8.1131	10.997	13.1917
O	3.6138	4.8987	12.9424
O	6.0607	1.5957	13.6456
O	7.8749	4.2324	13.0391
O	12.0403	11.0639	13.275
O	5.9471	7.7572	13.0228
O	9.6	7.876	13.2117
O	4.1366	10.9861	13.1415
O	2.4523	7.3574	13.0436
O	11.892	7.2504	28.1092
O	3.9446	-1.3544	27.2166
O	5.5866	3.6575	27.8745
O	6.765	8.6483	27.4744
O	8.7121	14.0402	27.6233
O	1.0205	3.2556	27.866
O	6.4699	11.5941	23.5045
O	8.0369	6.0107	27.8572
O	4.3455	6.0671	27.7614
O	1.324	9.7198	28.0554
O	10.1964	9.3135	28.2183
O	9.8003	3.062	28.0734
Si	3.164	6.436	20.8363
Si	10.5012	4.2002	19.0143
Si	10.123	0.0844	14.9676
Si	5.5019	10.3578	23.9729
Si	7.6982	11.5831	14.6694
Si	7.6036	8.8908	16.2368
Si	2.8631	1.0249	14.9474
Si	4.2977	1.1391	23.9181
Si	2.0057	0.2592	17.7267
Si	0.3363	6.7931	19.7214
Si	5.5193	2.2697	15.0106
Si	2.0837	3.0195	23.6996
Si	1.6324	3.7855	26.4528
Si	4.5528	11.6738	14.5548
Si	6.0053	12.3169	19.4049
Si	6.4137	-0.5102	22.5095
Si	8.5614	1.7331	22.358
Si	5.8935	7.1453	14.5273
Si	6.02	1.8082	17.9357
Si	11.7375	10.8291	14.8642
Si	3.4993	12.1461	25.6326
Si	7.7151	3.4497	19.8089
Si	9.1954	3.4256	24.836
Si	12.188	11.9556	24.3977
Si	3.0866	6.1083	13.926
Si	11.4149	0.3502	21.985
Si	10.5403	9.5713	19.7319
Si	10.1324	3.1799	16.0243
Si	7.488	4.483	14.609
Si	10.1324	8.0184	14.7577
Si	7.3933	9.6889	19.1778
Si	0.3542	12.095	19.5151
Si	3.5598	2.3199	19.4571
Si	11.6308	8.7974	27.6112
Si	-1.3062	9.8562	25.2342
Si	11.2322	5.5508	25.1595
Si	5.0925	4.1029	21.11
Si	12.5984	2.8356	20.9071
Si	8.4885	5.972	26.2869
Si	7.4095	8.7461	25.9621
Si	4.9055	8.9933	21.1482
Si	4.6357	4.6504	26.9704
Si	4.8007	4.0191	24.1372
Si	9.9046	1.6668	27.2179
Si	3.2066	10.8011	19.4057
Si	2.7723	10.7775	16.6483
Si	12.4889	6.8323	22.5509
Si	0.2821	5.3682	14.5852
Si	11.6408	9.6177	22.6981
O	4.3725	6.5978	14.8121
O	2.697	-1.1153	17.2507
O	5.4337	4.427	22.686
O	6.0758	14.8916	16.3387
O	11.2361	3.3546	20.2029
O	6.1333	12.0148	14.6326
O	10.5485	4.247	24.4546
O	12.5394	10.8473	23.2577
O	2.0017	6.8135	19.7078
O	8.9733	4.4457	19.5408
O	5.1248	9.4294	22.6961
O	11.8493	-0.1079	23.5015
O	3.6162	9.8174	20.6128
O	10.0907	6.2764	26.076
O	10.384	3.3528	17.628
O	8.6076	12.8721	15.1016
O	11.074	10.8665	18.8647
O	13.4725	12.1422	25.4031
O	3.7473	13.0618	14.812
O	5.1641	2.4401	24.3996
O	11.1049	6.733	15.0635
O	6.0986	13.7737	18.7045
O	13.7819	3.1459	19.8124
O	2.953	0.8972	18.9047
O	2.9174	9.9101	18.0326
O	8.2132	4.4753	25.6504
O	7.0691	11.2474	18.7689
O	11.3513	4.011	15.314
O	3.1849	4.1952	23.9647
O	8.4476	2.9037	23.4928
O	10.8642	11.4218	25.2485
O	10.3593	9.3404	23.685
O	7.3182	8.7842	17.8305
O	4.4849	11.7943	19.2229
O	8.7225	3.8888	15.518
O	1.8553	11.5672	19.9082
O	12.508	5.2001	26.1116
O	11.4963	6.4895	21.282
O	8.0268	2.3095	20.9362
O	11.4218	8.9392	26.0126
O	10.8281	9.4804	14.9748
O	5.2643	4.8831	25.4597
O	10.1808	1.5512	15.7265
O	2.3693	6.2265	22.255
O	11.1102	12.2401	15.4633
O	4.5047	2.5616	20.8192
O	11.167	12.5711	20.8754
O	2.8546	1.6289	23.3332
O	3.8904	2.2919	15.0034
O	12.7289	8.4309	22.6145
O	6.2884	9.1963	20.2868
O	10.0962	1.2613	22.1899
O	11.2969	0.8171	27.5155
O	4.0956	0.201	25.2164
O	12.7854	3.4959	22.4136
O	4.1711	10.9512	24.7332
O	8.8939	7.9736	15.8182
O	7.0986	6.0565	14.763
O	7.9142	10.4261	15.7881
O	1.9349	1.1139	16.3148
O	6.2324	8.3663	15.5342
O	12.558	1.2438	21.2367
O	6.4796	4.3729	20.3145
O	6.4216	12.4062	20.9708
O	3.2167	3.8929	26.7629
O	8.781	9.6589	25.8177
O	1.3433	2.8071	25.158
O	11.8081	6.431	23.9439
O	11.2757	8.2008	19.2
O	6.2929	9.4014	25.0039
O	7.7014	7.1904	25.5246
O	3.9436	5.0596	20.4716
O	10.9936	9.851	21.2524
O	6.0885	3.7818	15.0494
O	7.69	0.4395	22.8236
O	7.3053	2.6952	18.4131
O	1.8856	5.5538	14.8905
O	0.5415	13.3041	18.3988
O	4.1174	10.6339	15.7409
O	11.3143	5.6035	18.7828
O	4.4162	7.4545	21.0236
O	5.0261	0.3046	22.7418
O	1.4768	10.4698	15.7203
O	8.9163	9.5022	19.7308
O	9.6805	2.1021	25.6749
O	4.6377	2.6721	18.2576
O	8.0909	-0.9783	29.6798
O	15.2763	14.9976	11.6151
O	13.1898	-0.4699	29.0434
O	10.6739	12.0587	29.0428
O	-3.4144	-12.8282	12.5903
O	11.2171	14.168	30.2328
O	17.3682	13.3131	11.694
O	12.6721	15.0676	11.1956
O	6.2509	0.0726	27.9515
O	10.0275	1.9714	11.2783
O	2.7407	2.1487	29.556
O	6.0325	10.9184	28.3523

Results
free energy: -222583.054 eV
free energy less fixed offsets of O -568.88, Si -635.61 eV per atom: 2.316 eV

Forces (eV/angstrom), in the order of the atoms: element, x, y, z
Si	-0.0008	0.0139	0.0168
Si	-0.0052	0.0055	0.0223
Si	-0.0053	0.0089	0.0292
Si	0.011	-0.0248	0.0075
Si	0.0094	-0.0201	-0.0137
Si	-0.0002	-0.0088	-0.0084
Si	-0.0249	0.0132	0.0133
Si	0.0147	-0.0004	0.0021
Si	-0.0066	-0.0181	-0.0194
Si	-0.0107	0.005	-0.005
Si	-0.0043	0.0046	0.0104
Si	0.0036	-0.0106	0.0063
Si	0.015	-0.058	-0.0045
Si	0.0125	-0.0617	-0.0036
Si	0.0361	-0.015	-0.0042
Si	-0.0486	0.011	-0.0133
Si	-0.0348	0.0257	0.0022
Si	0.0141	0.0354	0.0055
Si	0.0005	0.0393	-0.0207
Si	0.02	0.0242	0.0025
Si	-0.0113	0.0394	-0.0009
Si	0.0166	0.0193	0.0121
Si	-0.0105	-0.0002	0
Si	0.0373	-0.0085	-0.0044
Si	0.0463	-0.1348	0.0578
Si	0.0355	-0.1177	0.1001
Si	0.0833	-0.0216	0.1906
Si	-0.1372	0.012	0.0619
Si	-0.1032	0.0448	-0.2254
Si	0.0598	0.078	-0.2134
Si	-0.0056	0.1679	0.0625
Si	0.0664	0.1083	-0.1662
Si	-0.0378	0.1331	-0.1409
Si	0.0631	0.0964	0.1426
Si	-0.0208	0.0601	0.1592
Si	0.1087	0.0143	0.1183
Si	-0.0731	0.0986	0.1123
Si	0.0157	-0.2293	-0.0456
Si	-0.0325	-0.2338	0.0044
Si	0.0679	-0.0848	0.0583
Si	0.0193	-0.0191	-0.0079
Si	0.0135	-0.1288	-0.0171
Si	0.1409	0.1673	0.1044
Si	0.156	-0.0773	0.2687
Si	-0.1935	-0.1065	0.0345
Si	0.0174	-0.0625	-0.0922
Si	-0.01	0.083	-0.2381
Si	-0.2716	0.1398	-0.2008
Si	-0.0203	0.0628	0.0057
Si	0.0069	-0.0741	0.0033
Si	0.0024	-0.0876	-0.0025
Si	0.007	-0.0218	0.0132
Si	0.007	0.018	0.0109
Si	0.014	-0.0217	0.0124
Si	0.0386	0.0779	0.0033
Si	0.0614	-0.0241	-0.0089
Si	-0.0667	-0.0427	0.0037
Si	-0.0039	-0.0173	-0.007
Si	0.0146	0.038	-0.0005
Si	-0.1078	0.0365	0.0195
Si	0.0046	-0.0137	0.019
Si	0.0003	0.0044	-0.0228
Si	-0.001	-0.0025	-0.0301
Si	-0.0057	0.0201	-0.0091
Si	-0.0114	0.0256	0.051
Si	-0.0011	0.0121	-0.0347
Si	0.0211	-0.0195	-0.0119
Si	-0.0054	-0.0146	-0.0129
Si	0.0098	0.0116	-0.0046
Si	0.0041	0.0014	-0.0169
Si	0.0061	-0.0014	0.018
Si	-0.0016	0.0089	0.0089
Si	0.0072	-0.002	-0.0179
Si	0.0044	0.0053	0.0154
Si	0.0084	0.0163	0.0029
Si	-0.0036	0.0168	0.0098
Si	0.0068	-0.0023	0.0023
Si	-0.0027	-0.0081	0.0093
Si	0.0027	0.0151	-0.0035
Si	0.0085	0.0049	-0.0169
Si	0.0003	0.0033	0.0046
Si	-0.0088	-0.0094	-0.0041
Si	-0.0152	-0.0208	-0.0136
Si	0.0136	0.0002	0.007
Si	0.0014	0.0333	-0.0104
Si	0.0168	0.017	0.0088
Si	-0.0021	-0.0011	0.0031
Si	-0.0051	-0.0064	0.0088
Si	0.0026	-0.0174	-0.0029
Si	-0.0143	0.0064	-0.0251
Si	-0.0036	0.0005	0.0008
Si	-0.0041	0.0146	-0.002
Si	0.016	0.0208	0.014
Si	0.0116	-0.0119	-0.0308
Si	-0.012	-0.0089	-0.0032
Si	-0.0188	-0.0131	0.0001
Si	-0.002	-0.0005	0.0016
Si	-0.0086	-0.0036	-0.0105
Si	0.0063	0.0035	-0.0119
Si	-0.0054	-0.0015	-0.0105
Si	0.0005	-0.0058	-0.0019
Si	0.0033	0.005	-0.002
Si	-0.0074	-0.0039	-0.0071
Si	-0.0094	-0.0056	-0.0069
Si	0.0047	-0.0005	-0.0071
Si	0.023	0.0136	0.0081
Si	-0.0057	0.0104	-0.016
Si	-0.0007	-0.0012	-0.0092
Si	0.0047	-0.0001	0.0012
Si	-0.0024	-0.0013	0.0073
Si	-0.0083	0.0085	0.0034
Si	0.0037	0.0037	-0.0063
Si	0.0075	-0.0025	0.0014
Si	-0.0045	-0.005	0.0013
Si	0.0142	0.0053	0.0083
Si	0.0008	0.0033	0.0021
Si	0.0011	0.0008	-0.0022
Si	-0.013	-0.0129	0.0013
Si	-0.0022	-0.0067	0.0013
Si	-0.0028	-0.0059	-0.0041
Si	-0.001	-0.0023	0.0018
Si	0.0018	-0.001	-0.0035
Si	-0.0011	0.0004	-0.0022
Si	-0.0032	0.0014	0.0016
Si	-0.0008	0.0027	-0.0004
Si	0.0046	0.0006	-0.0007
Si	0.0022	-0.0061	-0.0065
Si	0.0015	-0.0031	-0.0018
Si	-0.0014	-0.0041	-0.0023
Si	0.0044	0.0054	0.0036
Si	-0.0057	0.0043	-0.003
Si	0.0032	0.0049	0.0025
Si	-0.0003	0.0012	-0.0006
Si	0.0007	0.0017	-0.0018
Si	0.0003	-0.0002	-0.0024
Si	0.0002	-0.0019	-0.0013
Si	0.0013	0.0028	-0.0038
Si	-0.001	-0.0014	-0.0022
Si	0.0002	0.0013	-0.0003
Si	0.0047	0.0018	-0.0022
Si	-0.001	0.0015	-0.0004
Si	0.0023	0.001	0.0021
Si	0.0011	0.0036	0.0007
Si	0.0033	0.0018	0.0024
Si	0.001	-0.0056	-0.0085
Si	-0.0022	-0.003	-0.0036
Si	0.0063	-0.006	-0.0018
Si	0.0015	0.0045	0.0013
Si	0.001	-0.0022	0.0024
Si	0.0024	0.0056	-0.0039
Si	-0.0029	0.0043	-0.0041
Si	0.0037	-0.0012	0.0031
Si	0.0019	0.0008	0.0025
Si	-0.0026	0.0048	-0.0035
Si	0.0017	-0.0042	0.0003
Si	0.0069	0.001	-0.005
Si	-0.0019	0.0022	0.0021
Si	0.0038	-0.0004	0.0091
Si	-0.0052	0.0051	0.0112
Si	-0.0037	-0.005	0.0035
Si	-0.0033	0.0104	-0.0105
Si	-0.003	-0.0025	0.0079
Si	-0.0039	-0.0035	0.0069
Si	0.0037	-0.0049	0.0032
Si	-0.0084	-0.0027	0.0144
Si	0.0003	-0.0017	0.0102
Si	-0.0078	-0.0011	-0.0118
Si	-0.0001	-0.0033	0.0106
Si	-0.0252	0.0438	-0.0393
Si	-0.0054	-0.0051	-0.009
Si	0.0119	0.0014	-0.0015
Si	-0.0032	0.0075	-0.0167
Si	-0.0174	-0.003	-0.0031
Si	0.0035	0.0047	-0.009
Si	0.0021	-0.0024	-0.0114
Si	0.0004	-0.0009	-0.0086
Si	0.0091	-0.0113	-0.0095
Si	-0.0043	-0.0076	0.0031
Si	0.0442	-0.0726	-0.0248
Si	0.008	-0.0131	-0.0062
Si	0.051	-0.0658	0.0407
Si	0.0012	0.0732	-0.0085
Si	0.0262	-0.0279	-0.0032
Si	0.0048	0.0058	0.0075
Si	0	-0.0025	0.0152
Si	0.0152	-0.0045	0.0138
Si	0.0014	0.0011	0.012
Si	0.0108	0.0149	-0.002
Si	0.0002	-0.0027	0.0017
Si	-0.0017	0.0026	-0.0033
Si	-0.028	0.0042	-0.0239
Si	0.0002	-0.0003	-0.03
O	0.0236	0.0007	0.0107
O	0.0002	-0.0022	-0.0132
O	-0.0049	0.0023	-0.0082
O	-0.0033	0.0044	0.007
O	0.0026	-0.0081	-0.0077
O	-0.0107	0.0087	0.0192
O	-0.0007	-0.0038	-0.0231
O	0.0012	0.003	-0.0138
O	-0.0056	-0.0059	-0.0028
O	-0.0058	-0.0023	-0.0018
O	0.0008	-0.005	-0.0047
O	-0.0034	0.0046	-0.0107
O	-0.002	-0.012	0.0049
O	0.0002	0.0021	0.0043
O	0.0042	-0.002	0.0142
O	-0.0012	0.0066	0.0053
O	-0.0027	-0.0024	-0.0008
O	0.0002	-0.0033	0.0082
O	-0.0009	-0.001	-0.001
O	0.0003	0.0025	0.0293
O	-0.0025	0.0048	0.0127
O	0.0088	0.0054	-0.0018
O	-0.0067	0.0016	-0.0049
O	0.0049	-0.0001	-0.0044
Si	0.0039	-0.0011	-0.0063
Si	0.0001	0.0027	0.0059
Si	0.0007	0.0014	-0.0038
Si	0.0002	-0.0025	-0.0043
Si	0.0048	0.0048	0.0035
Si	-0.0019	0.0008	0.0006
Si	-0.0031	-0.0015	0.0072
Si	0.0012	0.0005	-0.0003
Si	-0.0053	0.0049	0.004
Si	0.0028	-0.0002	-0.0031
Si	0.0036	0.0027	0.0004
Si	-0.0022	0.0009	-0.0002
Si	-0.003	-0.0008	0.0003
Si	-0.0016	-0.0006	0.0135
Si	-0.0019	-0.0051	0.0019
Si	0.0024	0.0005	-0.0027
Si	0.0009	-0.0032	-0.0069
Si	-0.0017	0.0001	0.0064
Si	-0.0024	0.0024	0.0009
Si	-0.0012	-0.0039	-0.0027
Si	-0.001	0.0004	-0.0004
Si	0.0007	0.0027	0.0006
Si	-0.0025	-0.004	0.0044
Si	-0.0027	0.0023	0.0011
Si	-0.001	0.0026	0.0025
Si	-0.0024	0.0029	-0.0055
Si	-0.0052	-0.0033	-0.0014
Si	-0.0008	-0.0022	0.0008
Si	-0.0033	-0.0014	0.0051
Si	-0.0016	0	-0.0065
Si	0.0018	0.0027	0.0026
Si	-0.0015	0.0003	0.003
Si	-0.0024	0.0036	-0.0003
Si	-0.0034	0.0037	0.0029
Si	0.003	-0.0022	0.0107
Si	0.0035	0.0011	0.0048
Si	-0.0014	0.0025	-0.0074
Si	0.002	-0.0009	-0.0044
Si	0.0001	-0.0002	-0.0047
Si	0.0034	0.0038	0.0048
Si	-0.0024	-0.0038	-0.0033
Si	-0.0042	-0.0008	-0.002
Si	0.0013	0.0019	-0.0021
Si	-0.0021	-0.0073	0.0088
Si	0.0016	-0.0037	0.009
Si	-0.0007	-0.0049	0.004
Si	0.0034	0	-0.0087
Si	-0.0043	-0.0008	0.0021
Si	0.0014	-0.0025	-0.0052
O	-0.0002	-0.0014	0.0084
O	0.0023	-0.0048	-0.0123
O	0.0001	0.0007	0.0036
O	-0.0021	0.0009	-0.0042
O	-0.002	0.0003	-0.0023
O	-0.0026	0.0076	-0.0019
O	0.0004	0.0012	-0.0038
O	0.002	0.0029	-0.0007
O	-0.0023	0.0008	0.0009
O	-0.0002	-0.0007	-0.0011
O	0.0002	0.002	0.0033
O	0.002	0.0006	0.002
O	-0.0002	0.0018	0.0008
O	0.0006	0.0004	-0.0076
O	-0.003	-0.0047	-0.007
O	-0.0015	-0.0007	0.003
O	0.0006	0.0021	-0.0024
O	0.0025	0.001	-0.0031
O	0.0005	0.0012	0.0007
O	0.0004	-0.0003	-0.0023
O	0.0002	0.0006	0.0025
O	0.0002	0.0039	-0.0029
O	-0.0009	-0.0005	0
O	0.0013	-0.001	0.0022
O	-0.0017	-0.0011	-0.0053
O	-0.0006	0.0017	-0.0057
O	-0.0003	-0.0012	-0.0005
O	0.0019	-0.0009	0.0025
O	-0.0005	-0.0004	-0.0009
O	0.0005	0.0031	0.0034
O	0.0013	0.0025	-0.004
O	-0.004	-0.0009	-0.0033
O	0.0016	-0.0018	-0.0051
O	0.0031	0.0024	-0.0022
O	0.0017	-0.0006	-0.0003
O	-0.0017	0.0015	0.0007
O	0.0001	-0.0002	-0.0082
O	0.0002	0.0007	0.0019
O	-0.0008	-0.0004	0
O	0	-0.0007	-0.0059
O	0.0017	-0.0005	0.0033
O	-0.0017	-0.0003	0.0018
O	-0.0011	-0.0003	-0.0005
O	-0.0017	0.0003	0
O	-0.0023	0.0013	0.0086
O	0.0009	-0.0014	0.0021
O	-0.0003	-0.0026	-0.0017
O	-0.0014	-0.001	-0.0025
O	-0.0007	0.0064	0.0054
O	0.0006	-0.0013	0.0007
O	0.002	0.0016	-0.0032
O	0.0012	0.0007	0.0018
O	0.0031	0.0027	-0.0087
O	-0.0016	-0.0014	-0.0026
O	0.0001	0.0011	0.0035
O	-0.0019	0.0012	-0.0028
O	-0.0038	-0.0019	0.006
O	-0.0007	0.0016	0.0047
O	0.0008	-0.0116	0.0152
O	0.001	0.0018	-0.0068
O	0.0035	-0.0005	0.004
O	-0.0006	0.001	0.0017
O	0.0004	-0.0011	0.0001
O	-0.0002	0.0007	-0.001
O	0.0045	0.0018	-0.0061
O	-0.0035	-0.0021	-0.0044
O	0.0002	0.0012	-0.0031
O	-0.0048	-0.0013	0.0048
O	-0.0012	0.0009	0.0011
O	0.0015	-0.001	-0.0021
O	0.0002	-0.0005	-0.0092
O	0.0008	0.0004	0.0025
O	0.0007	0.0007	0.001
O	-0.0018	0	0.0022
O	-0.0011	0.0001	-0.0021
O	0	-0.001	-0.0017
O	0.004	-0.001	0.0037
O	-0.0004	0.0012	-0.0009
O	0.0004	0.0014	0.0011
O	-0.0007	-0.0006	-0.0004
O	-0.0006	0.0019	0.003
O	-0.0021	0.0011	0.0017
O	0.0013	-0.0003	0.0032
O	0.0001	0.0008	-0.003
O	-0.0007	0.0043	-0.0117
O	0.0022	0.0003	-0.001
O	0.0054	0.0016	-0.0052
O	0.0467	0.0241	-0.008
O	0.0049	-0.003	0.0085
O	-0.0099	-0.0157	-0.0001
O	0.0322	-0.0387	0.033
O	-0.0059	-0.0125	0.0192
O	-0.1097	0.0292	0.0233
O	-0.0253	-0.0085	-0.0062
O	-0.0011	-0.003	0.005
O	-0.0317	0.0463	-0.0109
O	0.0001	-0.0221	-0.015
O	0.0049	-0.0003	0.01

The program warned: the cutoff lies below the one the program advises for these potential files; the forces do not sum to zero within the program's tolerance; the exchange-correlation potential is rough where the density is thin.
